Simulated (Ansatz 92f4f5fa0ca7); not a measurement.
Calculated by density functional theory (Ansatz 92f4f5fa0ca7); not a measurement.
Periodic cell of 223 atoms, Si133O90, from a study of silicon, its oxide and their interface. The atomic structure is a simulated model.
Doubt: the cutoff is far below the 930 eV that the study's wrapper takes by default for these files, so forces and energies are approximate.
This geometry differs little from another in the collection (a relaxation step or a small displacement).

Settings
functional: PBE
potential files: Ansatz PAW
basis: plane waves
wave-function cutoff: 580 eV
density cutoff ratio: 5
exchange-correlation grid ratio: 1
k mesh: 1 x 1 x 1, Gamma-centred
self-consistency stop: 5e-08 eV per atom in the density residual
occupations: fixed
spin: none
net charge: 0

Cell vectors (angstrom)
a, 10.938, 0, 0
b, 0, 10.938, 0
c, 0, 0, 32.1924

Atoms: element, x, y, z (angstrom)
Si, -0.5385, 0.2682, 24.6761
Si, 5.6632, -0.0035, 24.6761
Si, 2.7306, 2.663, 24.7625
Si, 8.2936, 2.6353, 24.7153
Si, -0.0243, 5.6291, 24.5319
Si, 5.1123, 5.7046, 24.8781
Si, 2.884, 7.9615, 24.7945
Si, 7.7767, 8.5168, 24.6642
Si, 1.1376, 1.4336, 25.9805
Si, 6.8077, 1.4602, 26.1019
Si, 4.0642, 4.0372, 26.156
Si, 9.583, 4.1829, 25.9366
Si, 1.3198, 6.8269, 26.0856
Si, 6.7463, 6.902, 26.0577
Si, 4.0336, 9.695, 25.9402
Si, 9.4468, 9.5492, 26.0224
Si, 2.6393, 0.0787, 27.3385
Si, 8.1631, 0.0205, 27.4281
Si, -0.089, 2.8095, 27.4133
Si, 5.4646, 2.7568, 27.4822
Si, 2.6887, 5.4538, 27.444
Si, 8.1855, 5.5157, 27.3555
Si, -0.0456, 8.2363, 27.3964
Si, 5.3876, 8.2975, 27.3992
Si, 4.1018, 1.3673, 28.7741
Si, 9.5708, 1.3673, 28.7741
Si, 1.3673, 4.1018, 28.7741
Si, 6.8362, 4.1018, 28.7741
Si, 4.1018, 6.8362, 28.7741
Si, 9.5708, 6.8362, 28.7741
Si, 1.3673, 9.5708, 28.7741
Si, 6.8362, 9.5708, 28.7741
Si, 0, 0, 30.1414
Si, 5.469, 0, 30.1414
Si, 2.7345, 2.7345, 30.1414
Si, 8.2035, 2.7345, 30.1414
Si, 0, 5.469, 30.1414
Si, 5.469, 5.469, 30.1414
Si, 2.7345, 8.2035, 30.1414
Si, 8.2035, 8.2035, 30.1414
Si, 1.3673, 1.3673, 31.5086
Si, 6.8362, 1.3673, 31.5086
Si, 4.1018, 4.1018, 31.5086
Si, 9.5708, 4.1018, 31.5086
Si, 1.3673, 6.8362, 31.5086
Si, 6.8362, 6.8362, 31.5086
Si, 4.1018, 9.5708, 31.5086
Si, 9.5708, 9.5708, 31.5086
Si, 2.7345, 0, 0.6835
Si, 8.2035, 0, 0.6835
Si, 0, 2.7345, 0.6835
Si, 5.469, 2.7345, 0.6835
Si, 2.7345, 5.469, 0.6835
Si, 8.2035, 5.469, 0.6835
Si, 0, 8.2035, 0.6835
Si, 5.469, 8.2035, 0.6835
Si, 4.1018, 1.3673, 2.0507
Si, 9.5708, 1.3673, 2.0507
Si, 1.3673, 4.1018, 2.0507
Si, 6.8362, 4.1018, 2.0507
Si, 4.1018, 6.8362, 2.0507
Si, 9.5708, 6.8362, 2.0507
Si, 1.3673, 9.5708, 2.0507
Si, 6.8362, 9.5708, 2.0507
Si, 0, 0, 3.418
Si, 5.469, 0, 3.418
Si, 2.7345, 2.7345, 3.418
Si, 8.2035, 2.7345, 3.418
Si, 0, 5.469, 3.418
Si, 5.469, 5.469, 3.418
Si, 2.7345, 8.2035, 3.418
Si, 8.2035, 8.2035, 3.418
Si, 1.4678, 1.2724, 4.8359
Si, 6.895, 1.3465, 4.7587
Si, 4.1146, 4.0664, 4.7741
Si, 9.7011, 3.9551, 4.7269
Si, 1.411, 6.8217, 4.8177
Si, 6.9196, 6.8128, 4.753
Si, 4.1215, 9.538, 4.8366
Si, 9.554, 9.5655, 4.7922
Si, 2.7357, -0.14, 6.3506
Si, 8.3131, 0.0977, 6.196
Si, 0.1601, 2.6726, 6.1966
Si, 5.4869, 2.6516, 6.0849
Si, 2.8519, 5.4715, 6.1959
Si, 8.3228, 5.328, 5.963
Si, -0.0523, 8.1617, 6.1482
Si, 5.6644, 8.2743, 6.1404
Si, 4.3859, 1.1317, 7.5102
Si, 9.9517, 1.1577, 7.6096
Si, 1.3114, 4.2513, 7.5404
Si, 6.7952, 4.1803, 7.2816
Si, 4.6392, 6.5728, 7.3205
Si, 9.8403, 6.4083, 7.3475
Si, 1.0232, 9.5975, 7.6562
Si, 6.7449, 9.9273, 7.5195
O, 5.7654, 5.4102, 7.6002
O, 0.0126, -0.0877, 8.1087
O, 0.7528, 5.2274, 23.1217
O, 5.3792, 11.5836, 23.1415
O, 0.9232, 9.4148, 21.23
O, 7.5752, 3.1741, 23.3285
O, 7.542, -1.4188, 8.9139
O, 0.1724, 5.4282, 7.8304
O, 9.0271, 6.716, 8.764
O, 1.3569, 8.6139, 8.963
O, 9.4289, 1.9271, 8.9854
O, 4.3355, 7.0695, 8.8594
O, 1.8318, 3.5351, 8.9637
O, 5.5237, 0.0187, 7.9729
O, 7.4142, 3.6193, 8.6974
O, 8.4453, 8.9718, 11.4264
O, 9.7174, 6.5753, 23.9066
O, 2.7712, 3.746, 23.5154
O, 9.3712, 1.484, 24.2426
O, 5.6627, 5.0082, 23.5134
O, 10.5716, -0.5284, 23.2393
O, 7.9471, 8.0961, 23.0647
O, 3.369, -0.7338, 22.1946
O, 2.0391, 8.3371, 23.4207
Si, -1.194, 6.9626, 14.9955
Si, -2.3096, -9.2911, 14.6955
Si, 9.1068, 3.7856, 18.9045
Si, 0.3061, 12.6304, 18.3915
Si, 3.9369, 6.0576, 10.0795
Si, 2.5659, 6.5738, 20.3327
Si, 1.9538, -4.3964, 15.1757
Si, 12.9333, 4.5277, 22.3261
Si, 3.8336, 0.7498, 22.6123
Si, 3.2332, 3.1218, 9.743
Si, 6.8008, 4.3883, 22.5607
Si, 8.9704, -3.0767, 17.7158
Si, -2.7416, -6.4776, 16.0304
Si, 3.0676, 3.6435, 15.0699
Si, 4.7166, 2.227, 17.51
Si, -4.8285, 3.937, 19.6149
Si, 8.8113, 6.8216, 22.5582
Si, 9.5249, 6.0597, 10.1875
Si, -3.809, 1.5636, 11.9086
Si, 0.7072, 12.8012, 15.368
Si, 12.2876, -3.3282, 10.2698
Si, 2.3272, 8.9994, 21.9577
Si, -2.6448, 7.6272, 12.3659
Si, 2.863, -0.0747, 14.5388
Si, -1.6791, -0.2665, 19.0702
Si, 4.5231, 10.3081, 17.1043
Si, 2.642, -2.5226, 12.925
Si, -0.6164, 6.4008, 19.9735
Si, 3.6039, 7.4765, 17.5439
Si, 8.6225, 3.169, 9.6999
Si, 5.4309, -3.1047, 12.0044
Si, -0.0841, 10.6292, 21.6541
Si, 1.8672, 2.0049, 20.8086
Si, 7.2524, 9.6456, 10.5169
Si, 4.0425, 2.2523, 12.6276
Si, 6.2965, 6.0881, 17.5833
Si, 7.1702, 0.597, 17.1331
O, -1.5092, -2.8764, 16.1664
O, 4.0478, 10.3505, 15.5365
O, 6.6975, -6.0522, 16.5411
O, 8.7969, -1.7075, 18.5289
O, 6.7667, 9.7724, 24.421
O, 1.729, 1.8159, 19.1912
O, 3.9812, 3.481, 13.7211
O, -2.7313, 0.5826, 15.8692
O, -3.3516, 3.3548, 19.2558
O, -2.9189, 0.6744, 18.5399
O, -1.5305, 7.6597, 13.5547
O, -1.3049, 7.2183, 21.2103
O, 3.1593, 6.5437, 18.8157
O, 2.3366, -4.6283, 10.2209
O, -0.8327, 2.542, 19.1813
O, 8.4677, 6.3184, 11.4
O, 7.5405, 7.1059, 17.7567
O, 7.0845, 0.2553, 10.9516
O, 3.8023, 2.9583, 16.3693
O, 3.0826, 1.2359, 23.9854
O, -4.7078, 12.8658, 16.9463
O, -0.6774, 1.6196, 14.5466
O, 10.6916, 0.1524, 18.3741
O, 3.0269, 5.4822, 21.4743
O, -5.9438, 6.8372, 16.9747
O, 4.9036, 3.0878, 18.89
O, 1.4141, 3.5068, 21.207
O, -7.0442, 9.0451, 17.9205
O, 4.1662, 4.4709, 9.7759
O, 7.8938, 5.534, 22.1887
O, 3.3989, 1.7029, 21.3475
O, 2.4512, 7.5244, 16.3846
O, 6.1692, -0.7044, 17.1177
O, 6.7483, 7.5547, 12.9426
O, 9.5185, -0.2778, 20.6976
O, 2.0973, -1.3071, 13.8285
O, 3.1177, 2.5861, 11.2972
O, 6.0033, 3.8701, 21.2349
O, 0.767, 1.0698, 21.5504
O, 4.0177, 6.8343, 24.3676
O, -3.026, 12.1603, 13.301
O, -1.7725, 4.2457, 17.3346
O, 5.5989, 2.048, 12.1952
O, 2.3511, 7.006, 13.6699
O, 0.3335, 6.434, 15.1693
O, -7.8858, 8.0009, 20.9206
O, -2.8047, 3.1463, 15.0922
O, -4.9515, 5.4765, 19.0706
O, 4.8106, 6.4468, 11.3974
O, 3.4715, 0.9175, 13.3896
O, 3.9219, 1.9171, 8.8864
O, 2.7721, 5.1754, 15.4697
O, 10.1418, 7.0575, 18.5026
O, 10.8634, 6.8987, 10.5948
O, 0.9663, 6.3429, 20.2508
O, 1.6671, 0.5619, 15.4352
O, 0.4231, 2.2998, 16.9049
O, 4.2616, -2.3452, 12.8307
O, 9.625, 4.9408, 19.9135
O, 4.0604, 0.7597, 17.8456
O, 5.8676, -2.1099, 10.7908
O, 1.59, 3.0399, 14.6832
O, -2.1558, 5.6621, 15.1155
O, 1.862, -2.4066, 11.508
O, 7.9646, 2.712, 11.1141
O, 9.6275, -6.5119, 10.0269

Results
free energy: -135736.524 eV
free energy less fixed offsets of O -568.88, Si -635.61 eV per atom: -1.194 eV

Forces (eV/angstrom), in the order of the atoms: element, x, y, z
Si, 0.0228, -0.0192, 0.0192
Si, -0.0038, -0.0246, 0.0049
Si, 0.0362, 0.0041, 0.005
Si, -0.0294, 0.0181, 0.0061
Si, -0.0266, 0.0401, 0.0321
Si, 0.0151, -0.0153, 0.0213
Si, -0.009, 0.0067, 0.0071
Si, -0.0054, -0.0132, 0.0148
Si, -0.0147, -0.0052, 0.0059
Si, 0.0035, -0.0046, -0.0099
Si, 0.0037, 0.0085, -0.0189
Si, 0.0076, -0.0019, 0.0001
Si, -0.0029, 0.0028, -0.0166
Si, -0.002, -0.0058, 0.0051
Si, -0.0001, 0.0138, 0.0086
Si, 0.0022, -0.0025, -0.0041
Si, 0.007, 0.0018, -0.0068
Si, 0, 0.0034, 0.0025
Si, -0.0025, 0.0004, -0.0027
Si, -0.0026, 0.0021, 0.0129
Si, -0.0001, -0.0033, 0.0149
Si, 0.0002, 0.0073, -0.004
Si, -0.0004, 0.0028, 0.0059
Si, 0.0105, 0.0103, 0.0014
Si, -0.378, -0.14, -0.0409
Si, -0.218, 0.1209, 0.0932
Si, -0.3363, -0.1399, 0.3312
Si, 0.3727, 0.3377, 0.0928
Si, -0.1413, 0.1807, -0.0873
Si, -0.1511, 0.0574, -0.1091
Si, -0.0815, 0.2079, -0.2828
Si, -0.283, 0.1025, 0.1768
Si, 0.0522, 0.0105, -0.0151
Si, -0.0073, -0.1322, 0.0107
Si, -0.0201, -0.0687, -0.0032
Si, 0.0297, -0.0381, 0.041
Si, 0.0281, -0.07, 0.0018
Si, 0.1161, 0.0401, -0.0357
Si, 0.0422, -0.0837, -0.0219
Si, -0.0124, -0.067, -0.0314
Si, 0.0043, 0.0312, -0.0006
Si, -0.0548, 0.1065, -0.0201
Si, -0.0195, 0.0334, -0.0324
Si, -0.0229, 0.0124, -0.0167
Si, -0.0764, 0.058, -0.0236
Si, -0.0309, 0.048, -0.0108
Si, -0.0004, 0.026, -0.0166
Si, -0.0745, 0.0082, -0.0267
Si, 0.0178, -0.0434, 0.0267
Si, 0.0576, -0.041, 0.0166
Si, 0.0108, -0.0104, 0.0174
Si, 0.0362, -0.0621, 0.0239
Si, 0.0822, -0.0539, 0.0151
Si, -0.0063, -0.038, 0.0203
Si, 0.0698, -0.073, 0.0201
Si, 0.0252, -0.0119, 0.0118
Si, -0.0002, 0.1097, 0.0147
Si, -0.0991, 0.0549, -0.033
Si, -0.0447, 0.054, -0.0148
Si, 0.0433, 0.1006, 0.0229
Si, -0.0089, 0.0341, 0.0264
Si, -0.0152, 0.111, 0.0299
Si, -0.033, 0.0346, 0.0384
Si, -0.0878, -0.0735, -0.0015
Si, 0.1562, -0.0892, 0.2855
Si, -0.0097, -0.1451, 0.1988
Si, 0.0458, -0.3356, 0.0442
Si, 0.2246, -0.2302, -0.454
Si, 0.4341, -0.1058, 0.0349
Si, 0.0534, 0.0057, 0.0682
Si, 0.1424, -0.0437, 0.1695
Si, 0.151, 0.1368, -0.3654
Si, 0.0095, 0.0023, -0.0099
Si, 0.0023, 0.0001, -0.0113
Si, -0.002, -0.002, -0.0131
Si, 0.0011, -0.0088, -0.0071
Si, -0.0065, 0.0017, -0.001
Si, -0.0002, -0.0077, -0.0104
Si, 0.002, -0.0019, -0.0031
Si, -0.0048, -0.0038, -0.0069
Si, 0.0018, -0.0005, 0.0008
Si, 0.0087, -0.003, 0.0007
Si, -0.0102, 0.0039, -0.0025
Si, -0.0026, 0.0051, -0.0041
Si, -0.0028, 0.0034, -0.0001
Si, -0.0036, 0.0027, 0.0008
Si, 0.0057, -0.003, 0.0043
Si, 0.0022, 0.0059, -0.0031
Si, -0.0255, 0.0199, -0.0016
Si, -0.0204, 0.0215, -0.0062
Si, 0.0187, -0.0095, -0.0058
Si, 0.013, 0.0012, 0.0056
Si, -0.0107, 0.0007, 0.0065
Si, -0.0048, 0.0163, -0.0166
Si, 0.0064, -0.0116, -0.0456
Si, 0.0097, -0.0226, -0.0025
O, -0.0019, -0.0009, 0.0085
O, -0.0011, 0.0062, 0.0159
O, 0.0058, -0.0106, -0.0227
O, -0.0101, 0.0019, -0.0105
O, 0.0008, 0.0035, -0.0081
O, 0.0061, -0.0012, -0.0022
O, 0.0016, 0.0009, 0.0117
O, -0.0116, 0.006, 0.0136
O, -0.0023, -0.0014, 0.0102
O, 0.0048, -0.0168, 0.0336
O, -0.0004, 0.0042, 0.0063
O, 0.0002, -0.0094, 0.0101
O, 0.0086, -0.0059, 0.01
O, 0.0069, -0.0021, 0.0123
O, 0.0008, 0.0001, -0.0025
O, -0.002, -0.0009, 0.0024
O, -0.0036, -0.0035, -0.0077
O, -0.0038, -0.002, -0.0053
O, 0.0011, 0.0107, -0.0146
O, -0.0003, -0.001, -0.0113
O, 0.0056, -0.0065, -0.0256
O, 0.0015, 0.0014, -0.0225
O, -0.0016, 0.0015, -0.0068
O, -0.0002, 0.006, -0.0153
Si, 0.006, -0.0055, 0.0023
Si, 0.0036, 0.0026, 0.0019
Si, -0.0036, 0.0013, -0.0063
Si, -0.0017, 0.0039, -0.0073
Si, -0.0031, 0.0012, -0.0198
Si, 0.0072, -0.0002, 0.0006
Si, -0.0022, -0.0029, 0.0016
Si, 0.0126, -0.0002, 0.0093
Si, 0.0041, -0.0078, 0.0111
Si, -0.0016, -0.0007, 0.0035
Si, 0.0003, 0.0044, 0
Si, -0.0045, 0.0032, -0.0031
Si, -0.0037, -0.0009, -0.0061
Si, -0.0065, 0.0018, 0.0016
Si, -0.0002, -0.0007, -0.0049
Si, -0.0054, -0.0002, 0.0092
Si, -0.0087, -0.0032, 0.0126
Si, 0.0024, -0.0065, -0.011
Si, 0.0071, 0.0069, 0.0006
Si, 0.0015, 0.0012, -0.0107
Si, 0.0032, -0.0059, 0.0041
Si, -0.0001, 0.0031, 0.025
Si, 0.0082, -0.0002, 0.003
Si, -0.0022, 0.0031, 0.0053
Si, -0.007, -0.0017, -0.0004
Si, 0.0041, 0.0031, -0.0022
Si, -0.0064, -0.0028, 0.0015
Si, -0.0045, 0.0061, 0.0022
Si, 0.0013, 0.0025, -0.0093
Si, 0.0016, 0.0018, -0.0006
Si, -0.006, 0.0007, -0.0008
Si, -0.0046, -0.0069, 0.0138
Si, 0.0063, 0.0005, 0.0116
Si, 0.0042, 0.0041, -0.015
Si, -0.0084, 0.0028, -0.0016
Si, 0.0005, 0.0005, -0.0064
Si, -0.0049, -0.0019, -0.0023
O, 0.0001, 0.0002, 0
O, -0.0021, 0.0017, -0.0031
O, 0.0014, 0.0018, 0.0039
O, 0.0009, -0.0044, -0.0027
O, 0.0022, 0.0348, -0.0105
O, -0.0002, 0.0009, -0.0054
O, 0.0035, 0.0017, -0.0031
O, 0.0015, 0.0025, -0.0022
O, 0.003, -0.001, -0.0031
O, 0.004, 0.0002, -0.0018
O, -0.0045, 0.0004, -0.0039
O, 0.0081, -0.0007, -0.0153
O, -0.0011, -0.001, 0.0012
O, 0.006, 0.006, -0.0031
O, 0.0038, -0.0002, 0.0005
O, -0.004, 0.0047, 0.0074
O, 0.0031, -0.0007, 0.0001
O, -0.0016, -0.0034, 0.0002
O, 0.0001, 0.0007, -0.0013
O, 0.0018, -0.0076, -0.0151
O, -0.0018, 0.0021, 0.0008
O, -0.0014, 0.001, -0.0019
O, 0.0025, -0.0001, -0.0013
O, -0.0033, 0.002, -0.0066
O, 0.0005, 0.0002, 0.004
O, -0.0011, -0.0014, -0.0042
O, -0.0051, -0.0053, -0.0107
O, -0.0001, -0.0003, 0.0013
O, -0.0026, 0.005, -0.0023
O, 0.0032, -0.0002, -0.0014
O, -0.0051, 0.0026, -0.0073
O, 0.0003, -0.0005, -0.0018
O, 0.0004, 0.0009, 0.0009
O, -0.0016, -0.0002, 0
O, -0.0001, 0.0022, -0.0072
O, 0.0044, -0.0004, -0.0066
O, 0.0037, -0.0038, 0.0072
O, -0.0013, -0.001, -0.0108
O, 0.0019, 0.0023, -0.0057
O, -0.0052, -0.0062, -0.0185
O, -0.003, -0.0001, -0.0044
O, 0.0012, 0.0007, 0.002
O, -0.0005, 0.0003, -0.0012
O, 0.0027, 0.0089, -0.0091
O, -0.0026, 0.0026, -0.0014
O, 0.0023, -0.0049, -0.0141
O, 0.0002, -0.001, -0.0012
O, -0.0006, 0.0039, -0.0054
O, 0.0028, 0.0054, 0.005
O, 0.0015, -0.0016, -0.0033
O, 0.0024, 0.0012, 0.0026
O, 0.0014, 0.0008, -0.002
O, -0.0007, 0.0031, -0.003
O, 0.0025, 0.0014, -0.0038
O, 0.0027, -0.0014, -0.0027
O, 0.0024, -0.0002, -0.0011
O, -0.0003, 0.0002, 0.0057
O, -0.0032, -0.0037, -0.002
O, 0.0031, 0.0013, -0.0003
O, -0.0002, 0.0008, -0.0009
O, 0.0023, -0.0002, 0.0033
O, 0.0047, 0.0005, -0.0011
O, 0.0009, 0.0044, -0.001
O, 0.0083, -0.0011, 0.0074
O, -0.0062, -0.0065, 0.0073
O, 0.0011, 0.0048, -0.0019

The program warned: the cutoff lies below the one the program advises for these potential files; the forces do not sum to zero within the program's tolerance; the exchange-correlation potential is rough where the density is thin.
